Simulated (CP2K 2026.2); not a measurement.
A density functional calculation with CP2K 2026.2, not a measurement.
Periodic cell of 504 atoms, Si360O144, from a study of silicon, its oxide and their interface. The atomic structure is a simulated model.
Doubt: the forces sum to 4.09 eV/angstrom along one axis rather than to zero, so they err by at least 0.0081 eV/angstrom per atom on average; the grid cutoff is modest.

Settings: functional PBE; method Gaussian and plane waves; basis set DZVP-MOLOPT-SR-GTH; pseudopotentials GTH-PBE; grid cutoff 300 Ry, relative cutoff 40 Ry; k points Gamma only; occupations fixed; spin none; net charge 0.

Cell vectors (angstrom)
a 16.32 0 0
b 0 16.32 0
c 2.843 -0.541 33.8965

Atoms and the computed forces on them: element, x, y, z (angstrom), force x, y, z (eV/angstrom)
Si 1.642 -1.52 -0.02 -0.162 0.184 0.676
Si 3.977 1.789 0.044 0.068 -0.34 0.694
Si 1.593 3.846 0.136 -0.151 0.176 0.754
Si 4.403 6.493 0.085 -0.143 0.136 0.704
Si 1.063 -6.507 -0.209 0.252 -0.312 0.762
Si 3.917 -3.732 -0.054 0.112 -0.325 0.716
Si 6.962 -1.566 0.208 -0.11 0.139 0.74
Si 9.739 0.966 0.076 -0.078 0.263 0.813
Si 6.591 4.309 0.33 0.072 0.018 0.684
Si 9.274 7.038 0.133 0.147 -0.114 0.748
Si 7.066 9.252 0.102 -0.107 0.091 0.738
Si -7.177 -3.832 -0.07 0.349 -0.183 0.739
Si -4.234 -1.111 0.161 0.047 -0.226 0.731
Si -1.649 1.658 0.068 0.139 -0.099 0.714
Si -3.902 3.853 0.097 -0.195 0.082 0.761
Si -1.677 6.841 0.172 0.272 -0.005 0.682
Si -3.742 -7.134 0.03 -0.2 0.144 0.77
Si -1.197 -4.29 -0.024 -0.132 0.204 0.793
Si 2.818 0.065 1.259 -0.015 0.035 -0.032
Si 5.419 2.771 1.578 0.002 -0.013 -0.065
Si 2.753 5.444 1.388 0.013 -0.003 -0.062
Si 5.473 8.119 1.392 0.016 -0.002 -0.088
Si 2.733 -5.436 1.123 -0.021 0.04 -0.065
Si 5.406 -2.731 1.456 -0.018 -0.016 -0.047
Si 8.168 -0.038 1.474 0.015 0.002 -0.067
Si -5.503 2.673 1.329 -0.007 -0.023 -0.072
Si 8.16 5.516 1.518 0.011 0.019 -0.04
Si -5.419 8.182 1.36 0 -0.005 -0.041
Si 8.16 -5.429 1.356 -0.009 -0.018 -0.051
Si -5.472 -2.781 1.257 -0.027 0.004 -0.039
Si -2.717 0.077 1.443 -0.016 0.02 -0.045
Si -0.02 2.717 1.396 0.003 0.008 -0.054
Si -2.827 5.381 1.527 0.001 -0.023 -0.023
Si 0.012 8.149 1.195 0.02 0.006 -0.047
Si -2.685 -5.491 1.34 0.006 0.007 -0.071
Si -0.006 -2.671 1.231 0.009 -0.031 -0.049
Si 1.372 1.323 2.687 0.012 -0.006 0.012
Si 4.038 4.124 2.865 -0.001 0.022 0.043
Si 1.36 6.848 2.643 -0.027 -0.029 0.022
Si 4.044 9.536 2.601 -0.001 0.014 0.006
Si 1.378 -4.073 2.582 -0.003 -0.018 0.033
Si 4.085 -1.29 2.731 -0.002 0.016 0.026
Si 6.817 1.352 2.795 -0.005 -0.01 0.02
Si 9.52 4.06 2.737 0.017 0.003 0.02
Si 6.794 6.845 2.858 -0.011 -0.001 0.054
Si 9.567 -6.744 2.719 -0.009 -0.014 0.029
Si 6.767 -4.133 2.748 0.029 0.007 0.025
Si -6.777 -1.441 2.756 0.014 -0.01 0.028
Si -4.119 1.393 2.779 -0.023 -0.004 0.048
Si -1.344 4.083 2.788 -0.003 -0.005 0.027
Si -4.164 6.791 2.8 -0.013 0.015 0.026
Si -1.311 -6.848 2.68 0.008 0.005 0.034
Si -4.093 -4.113 2.639 0.014 0.018 0.01
Si -1.333 -1.352 2.675 0.007 -0.008 0.007
Si 0.019 -0.023 4.067 0.017 0.017 0.004
Si 2.671 2.704 4.115 -0.006 -0.012 -0.007
Si 0.022 5.486 4.067 0.007 0.004 0
Si 2.712 8.194 4.02 0.017 -0.015 0.002
Si 0.032 -5.432 4.005 0.016 -0.003 -0.021
Si 2.702 -2.711 4.014 -0.001 -0.015 -0.006
Si 5.447 0.004 4.131 -0.009 -0.014 0.012
Si 8.167 2.725 4.123 0.009 0.01 0.007
Si 5.433 5.467 4.183 0.004 0.005 0.001
Si 8.191 -8.097 4.116 0.005 -0.005 -0.009
Si 5.39 -5.478 4.058 -0.004 -0.002 0.015
Si 8.146 -2.764 4.098 0.009 0.007 -0.006
Si -5.441 -0.031 4.105 -0.01 0.01 -0.011
Si -2.726 2.729 4.126 -0.02 0.002 -0.012
Si -5.479 5.414 4.141 -0.011 0.011 0.019
Si -2.709 8.153 4.067 -0.002 0.005 -0.012
Si -5.408 -5.419 4.09 -0.011 0.003 0.014
Si -2.722 -2.73 4 -0.01 -0.005 0.005
Si 1.355 -1.348 16.337 -0.001 0.008 -0.004
Si 4.047 1.354 16.34 -0.004 -0.013 -0.004
Si 1.373 4.083 16.305 -0.003 0.007 -0.01
Si 4.085 6.825 16.317 -0.003 0 -0.011
Si 1.376 -6.79 16.348 0.006 0.006 -0.012
Si 4.075 -4.086 16.314 0.003 -0.001 -0.004
Si 6.778 -1.381 16.321 -0.004 0.003 -0.012
Si -6.833 1.351 16.277 0.001 0.001 -0.011
Si 6.797 4.091 16.305 0.002 -0.002 -0.002
Si -6.804 6.798 16.332 0.001 -0.008 -0.003
Si 6.806 -6.822 16.31 -0.005 0.002 -0.01
Si -6.8 -4.088 16.316 -0.004 0.001 -0.006
Si -4.063 -1.382 16.291 -0.001 0.01 -0.014
Si -1.37 1.347 16.3 -0.002 -0.015 -0.016
Si -4.084 4.082 16.299 0.009 0 -0.009
Si -1.351 6.811 16.3 0.002 0.003 -0.004
Si -4.06 9.546 16.324 0.001 0.008 -0.001
Si -1.35 -4.077 16.377 -0.013 0 0.008
Si 2.691 -0.003 17.74 0.001 0.018 -0.01
Si 5.431 2.731 17.644 -0.016 -0.005 0.012
Si 2.695 5.492 17.655 -0.004 0.004 0.011
Si 5.469 8.145 17.699 -0.006 -0.001 -0.001
Si 2.756 -5.44 17.709 -0.003 -0.004 0.013
Si 5.398 -2.722 17.69 0.001 -0.005 0.002
Si 8.165 -0.033 17.648 -0.002 0.002 0.019
Si -5.511 2.748 17.615 0 -0.001 -0.023
Si 8.132 5.449 17.7 0 0.006 0.006
Si -5.424 8.18 17.652 -0.002 -0.009 0.01
Si 8.148 -5.453 17.659 0.016 0.003 0.014
Si -5.396 -2.75 17.653 0.005 0.016 -0.007
Si -2.743 -0.005 17.657 0.006 -0.001 0.01
Si 0.032 2.679 17.633 -0.008 0.005 -0.01
Si -2.682 5.422 17.64 -0.017 -0.006 0.006
Si -0.012 -8.146 17.681 0.004 -0.017 -0.006
Si -2.708 -5.45 17.749 0.002 -0.01 0
Si 0.01 -2.685 17.723 0 0.006 0.02
Si 1.327 1.372 19.102 -0.003 -0.023 -0.004
Si 4.091 4.155 18.963 0.027 0.001 -0.038
Si 1.306 6.81 19.053 -0.007 -0.012 -0.017
Si 4.12 -6.83 19.065 -0.001 0.009 -0.017
Si 1.423 -4.04 19.056 -0.006 0.017 -0.043
Si 4.052 -1.373 19.094 0.003 -0.008 -0.006
Si 6.782 1.33 18.97 -0.004 0.023 -0.027
Si -6.832 4.085 19.041 0.004 -0.017 -0.018
Si 6.806 6.803 19.115 -0.006 0.008 -0.01
Si -6.793 9.53 19.018 0.015 0.001 -0.038
Si 6.746 -4.121 19.005 -0.008 -0.003 -0.02
Si 9.557 -1.409 18.982 0.008 0.016 -0.023
Si -4.196 1.352 18.922 -0.009 -0.005 -0.035
Si -1.309 4.024 18.966 -0.002 0.021 -0.029
Si -4.025 6.817 18.96 0.009 0.015 -0.043
Si -1.314 -6.804 19.108 -0.013 0.006 -0.005
Si -4.078 -4.077 19.094 -0.007 0.002 -0.009
Si -1.371 -1.301 19.072 0.015 0.001 -0.038
Si -0.074 0.083 20.527 -0.03 -0.022 0.058
Si 2.755 2.801 20.308 0.005 -0.009 0.055
Si 0.019 5.34 20.403 0.022 -0.003 0.06
Si 2.692 8.169 20.393 -0.007 -0.007 0.046
Si 0.071 -5.392 20.411 -0.003 0.009 0.08
Si 2.733 -2.705 20.53 0.003 -0.004 0.035
Si 5.457 -0.023 20.385 0.003 -0.007 0.031
Si 8.103 2.695 20.353 0.007 0.006 0.078
Si 5.395 5.458 20.448 -0.016 -0.003 0.061
Si 8.19 8.195 20.432 -0.003 0.009 0.077
Si 5.462 -5.472 20.464 0.002 -0.01 0.031
Si 8.198 -2.818 20.274 0.01 -0.014 0.045
Si -5.495 0.017 20.363 -0.012 -0.009 0.037
Si -2.801 2.7 20.187 -0.003 -0.009 0.053
Si -5.436 5.507 20.29 0 0.025 0.057
Si -2.644 -8.242 20.421 -0.012 -0.005 0.043
Si -5.443 -5.46 20.432 -0.014 -0.005 0.061
Si -2.719 -2.692 20.432 0.015 0.022 0.047
Si 1.082 -1.539 21.789 0.217 0.165 -0.781
Si 4.306 1.641 21.575 -0.001 -0.167 -0.711
Si 1.652 4.276 21.761 -0.151 -0.084 -0.708
Si 3.779 6.606 21.752 0.193 0.065 -0.706
Si 1.673 -6.502 21.727 -0.123 -0.088 -0.743
Si 3.936 -4.314 21.828 0.135 0.275 -0.69
Si 7.068 -1.273 21.564 -0.25 -0.072 -0.696
Si -7.162 1.067 21.664 0.207 0.149 -0.773
Si 6.525 3.808 21.681 0.086 0.165 -0.742
Si -6.46 7.109 21.66 -0.127 -0.125 -0.761
Si 7.032 -6.613 21.819 -0.149 -0.144 -0.734
Si 9.225 -4.365 21.728 0.202 0.061 -0.771
Si -3.947 -1.122 21.687 -0.106 -0.215 -0.701
Si -1.846 1.205 21.685 0.293 0.015 -0.688
Si -3.903 4.271 21.497 -0.092 -0.038 -0.692
Si -1.591 6.387 21.727 0.102 0.174 -0.679
Si -4.208 -7.045 21.658 0.074 0.194 -0.728
Si -1.07 -3.803 21.7 -0.199 -0.079 -0.825
Si 1.316 -8.142 -2.78 -0.069 0.112 0.011
Si 5.114 -3.765 -3.011 -0.06 0.079 0.154
Si -7.715 1.028 -2.885 -0.071 -0.117 0.111
Si 5.585 7.866 23.985 -0.082 0.048 -0.173
Si -0.428 6.609 24.664 0.023 -0.035 -0.167
Si -5.85 -4.3 -2.781 -0.08 0.061 0.051
Si -0.511 8.141 -5.326 0.197 0.012 0.039
Si 7.908 8.03 -4.617 -0.061 -0.084 0.007
Si 6.424 -1 -2.713 -0.009 -0.019 0.138
Si 6.078 0.466 -7.051 -0.083 0.043 0.029
Si -5.027 1.049 -4.547 0.092 -0.065 0.035
Si -6.194 -3.304 -5.626 0.038 -0.006 -0.025
Si 5.039 2.874 -5.368 -0.02 -0.022 -0.016
Si -5.776 5.14 -2.054 -0.058 0.023 0.251
Si -8.019 -1.382 -7.219 0.112 0.015 -0.017
Si 3.069 -0.232 23.652 -0.052 -0.042 -0.089
Si 0.425 -4.518 -5.912 -0.1 -0.02 -0.002
Si 7.852 3.666 -2.345 0.002 0.057 -0.016
Si -5.357 7.121 -4.257 -0.125 0.064 0.079
Si -6.941 1.826 24.695 -0.081 0.013 -0.131
Si -2.016 2.423 24.559 0.013 -0.048 -0.145
Si -4.701 3.793 24.32 -0.081 -0.065 -0.126
Si 2.719 -2.629 -4.749 0.028 0.008 0.078
Si 5.311 -2.43 23.757 -0.009 -0.107 0.034
Si 4.092 7.412 -2.888 0.1 -0.113 0.144
Si 7.09 5.109 24.464 -0.084 -0.042 -0.044
Si -0.976 0.997 -2.911 -0.062 0.086 0.11
Si 4.409 1.193 -2.851 0.106 0.04 0.071
Si 6.177 -6.57 -2.807 0.001 -0.002 0.13
Si -2.948 -1.074 -4.233 -0.014 0.011 0.017
Si 0.716 3.757 24.669 -0.021 0.012 -0.182
Si -2.093 -4.174 -7.419 0.172 -0.088 0.141
Si 4.171 0.752 26.225 0.11 0.003 -0.104
Si 6.139 5.491 -4.163 -0.01 -0.019 0
Si -5.334 7.615 -7.106 -0.001 0.133 -0.053
Si -2.011 -5.662 -4.952 -0.015 0.033 0.093
Si -5.228 8.026 26.43 0.028 -0.045 -0.097
Si -3.674 -1.809 -6.927 -0.052 0.022 0.045
Si -6.551 6.143 24.555 0.046 -0.039 -0.076
Si -5.959 -5.818 -7.423 -0.064 -0.068 -0.086
Si 3.814 -7.586 26.319 -0.049 -0.007 -0.007
Si 0.061 5.575 -1.903 -0.089 0.006 0.088
Si 3.272 -0.984 -7.261 -0.025 0.006 -0.128
Si -0.755 3.19 -6.757 -0.176 -0.072 -0.052
Si 1.654 -0.296 -2.853 -0.035 -0.162 0.068
Si -2.915 -5.161 23.782 -0.059 -0.042 -0.142
Si -5.254 -2.98 23.821 0.035 0.036 -0.168
Si -1.143 5.268 -4.726 -0.07 -0.02 0.076
Si -3.165 -2.941 -2.026 0.053 0.098 0.126
Si -4.238 -6.609 -3.019 0.041 -0.084 0.049
Si -2.604 -0.123 26.311 -0.041 -0.008 0.05
Si 6.496 2.665 25.866 0.064 -0.025 -0.005
Si 1.171 -7.139 24.694 0.048 -0.026 -0.115
Si -2.612 2.918 -4.571 -0.065 -0.109 -0.067
Si 1.36 -1.383 5.426 0.002 -0.004 0.011
Si 4.067 1.365 5.462 0.004 0.007 0.013
Si 1.337 4.096 5.45 0 0.005 0.012
Si 4.049 6.85 5.455 -0.01 0.004 0.005
Si 1.366 9.542 5.403 -0.003 -0.005 0.01
Si 4.059 -4.071 5.397 -0.002 0.01 0.009
Si 6.804 -1.38 5.457 0.011 -0.003 0.008
Si 9.522 1.342 5.461 0.002 -0.006 0.001
Si 6.803 4.08 5.488 -0.001 0.005 0.011
Si 9.502 6.81 5.472 -0.004 -0.006 0.01
Si 6.781 -6.782 5.452 0.003 0 0.009
Si -6.794 -4.091 5.455 -0.006 0.004 0.013
Si -4.054 -1.383 5.425 -0.005 -0.014 0.001
Si -1.354 1.34 5.434 0.008 0 0.005
Si -4.078 4.087 5.483 0.016 -0.004 0.006
Si -1.355 6.808 5.44 -0.001 0.001 0.004
Si -4.056 -6.797 5.431 0.003 -0.012 0.014
Si -1.354 -4.087 5.372 -0.005 0.007 -0.005
Si 2.712 -0.016 6.798 0.002 -0.003 -0.001
Si 5.43 2.717 6.825 0 0.004 0.001
Si 2.706 5.456 6.803 0.003 0.002 -0.003
Si 5.43 -8.142 6.817 0.004 -0.006 -0.004
Si 2.716 -5.428 6.779 0.005 0.002 0.005
Si 5.426 -2.736 6.791 0.006 0 -0.004
Si 8.156 -0.011 6.816 -0.007 -0.001 0
Si 10.882 2.707 6.818 0.002 0.007 -0.003
Si 8.154 5.45 6.836 -0.012 0.002 0
Si -5.425 -8.155 6.8 0.005 -0.004 -0.004
Si -8.168 -5.435 6.812 -0.003 0.005 0.002
Si 10.891 -2.722 6.797 -0.003 0 -0.002
Si -2.709 -0.019 6.798 0.005 -0.005 -0.004
Si -0.017 2.723 6.8 -0.006 0.006 -0.002
Si -2.709 5.451 6.817 -0.002 0 0.001
Si 0.009 8.18 6.78 -0.006 -0.001 -0.005
Si -2.701 -5.43 6.778 0.001 -0.005 -0.007
Si -0.013 -2.734 6.774 0.003 0.001 -0.002
Si 1.353 1.358 8.15 0.002 0.001 -0.007
Si 4.071 4.093 8.164 0.01 0.004 0
Si 1.349 6.814 8.16 -0.003 0.001 -0.008
Si 4.072 -6.777 8.162 0.01 0.004 -0.003
Si 1.351 -4.081 8.145 -0.002 -0.005 0
Si 4.076 -1.369 8.157 -0.003 -0.002 -0.005
Si 6.793 1.35 8.172 -0.002 -0.001 -0.005
Si 9.524 4.078 8.173 -0.002 0 -0.007
Si 6.784 6.808 8.177 -0.009 -0.013 0.006
Si -6.798 -6.801 8.158 -0.013 -0.015 -0.007
Si 6.792 -4.076 8.167 0.003 0.007 0
Si 9.528 -1.366 8.165 0.007 0.008 -0.004
Si -4.072 1.344 8.163 -0.003 0.008 -0.002
Si -1.364 4.079 8.173 -0.01 -0.004 0.001
Si -4.073 6.809 8.169 0.011 0.006 0.001
Si -1.352 -6.79 8.148 0.006 0 0.001
Si -4.069 -4.084 8.149 0.001 0.006 -0.008
Si -1.354 -1.375 8.156 -0.007 -0.002 -0.003
Si 0 -0.005 9.514 0 0.002 -0.002
Si 2.71 2.721 9.513 0.002 0 -0.007
Si -0.003 5.448 9.524 0 -0.004 -0.001
Si 2.716 -8.149 9.518 0.002 -0.003 -0.001
Si 0.003 -5.439 9.516 -0.002 -0.001 -0.001
Si 2.712 -2.724 9.512 0.005 0.005 -0.004
Si 5.432 -0.011 9.524 0.002 0 0
Si 8.157 2.716 9.523 -0.005 0.004 -0.001
Si 5.431 5.444 9.531 0 0.002 0.005
Si -8.16 -8.156 9.522 -0.001 -0.007 -0.001
Si 5.435 -5.433 9.53 0.001 0 0.002
Si 8.16 -2.721 9.523 -0.005 0.005 0.002
Si -5.438 -0.005 9.527 -0.001 -0.003 0.001
Si -2.722 2.713 9.525 0.001 0.003 0.002
Si -5.435 5.442 9.524 0.003 -0.007 -0.004
Si -2.71 -8.149 9.517 -0.006 0.001 0.001
Si -5.434 -5.44 9.513 0.003 0.001 -0.005
Si -2.718 -2.726 9.518 -0.001 0.003 0.001
Si 1.36 -1.363 10.876 0.005 -0.001 -0.004
Si 4.069 1.357 10.873 0.003 0.007 -0.001
Si 1.357 4.083 10.878 -0.001 0.006 0.001
Si 4.073 -9.511 10.882 0.008 -0.014 0.001
Si 1.359 -6.794 10.883 0 0.004 0.001
Si 4.071 -4.074 10.884 -0.004 0.002 -0.002
Si 6.796 -1.365 10.886 0.005 0.007 0.002
Si 9.516 1.356 10.883 0.001 0.007 -0.001
Si 6.797 4.077 10.878 -0.002 -0.003 0.001
Si -6.801 -9.519 10.878 -0.006 0 0
Si -9.519 -6.797 10.881 0.003 -0.001 0.001
Si 9.525 -4.084 10.878 -0.004 -0.003 -0.001
Si -4.078 -1.368 10.88 -0.001 0.005 0.002
Si -1.359 1.352 10.879 -0.005 0.001 0
Si -4.079 4.08 10.883 -0.003 -0.006 0.002
Si -1.359 6.81 10.886 -0.009 -0.001 0.003
Si -4.073 -6.796 10.877 0.002 -0.009 -0.004
Si -1.358 -4.084 10.877 0.001 0.003 -0.001
Si 2.715 -0.003 12.239 -0.004 0.003 0.001
Si 5.431 2.716 12.23 0 -0.002 -0.001
Si 2.718 5.443 12.24 0.003 0.003 0.001
Si 5.438 -8.155 12.239 0.001 -0.002 0.002
Si 2.714 -5.431 12.247 0.008 -0.003 0
Si 5.435 -2.722 12.247 0.002 0.002 0.003
Si 8.152 -0.002 12.246 -0.002 0.001 0.004
Si 10.879 2.718 12.237 0 0.006 0.002
Si 8.158 5.439 12.234 -0.004 -0.005 0.002
Si -5.438 -8.157 12.232 0.002 -0.002 -0.002
Si -8.154 -5.443 12.241 0.001 -0.001 0
Si 10.881 -2.723 12.242 0.004 0.008 -0.002
Si -2.716 -0.012 12.24 -0.005 0.002 0.001
Si -0.004 2.721 12.235 0 -0.002 0
Si -2.722 5.446 12.242 -0.001 -0.003 0.001
Si 0.004 8.168 12.248 0.008 -0.004 0.001
Si -2.713 -5.441 12.241 -0.006 0.003 -0.004
Si 0.004 -2.726 12.234 -0.012 0.001 -0.001
Si 1.353 1.359 13.595 -0.004 0.005 0.003
Si 4.081 4.079 13.594 0.002 -0.005 0
Si 1.368 6.808 13.603 0.005 -0.01 0.007
Si 4.08 -6.79 13.596 -0.004 0.004 -0.001
Si 1.351 -4.077 13.613 -0.001 0.011 -0.003
Si 4.071 -1.362 13.606 0.002 0.007 0.006
Si 6.775 1.355 13.598 -0.007 0.016 -0.003
Si 9.519 4.081 13.592 0.004 -0.005 0.004
Si 6.797 -9.522 13.592 0.003 -0.005 0.004
Si -6.793 -6.805 13.6 0.002 0 -0.002
Si 6.801 -4.088 13.599 0.006 -0.009 0.001
Si 9.514 -1.366 13.599 -0.005 0.006 0.003
Si -4.081 1.352 13.589 0.009 -0.008 0.002
Si -1.362 4.083 13.595 -0.006 0.007 0.003
Si -4.083 6.81 13.599 -0.011 0.004 0.001
Si -1.35 9.532 13.612 -0.01 0.001 0.007
Si -4.073 -4.083 13.597 -0.004 -0.001 0.002
Si -1.353 -1.375 13.597 0.013 -0.003 -0.004
Si -0.001 -0.009 14.953 -0.006 0.002 -0.004
Si 2.721 2.715 14.949 -0.004 0.003 0.003
Si 0.006 5.442 14.951 0.001 0.001 -0.003
Si 2.724 8.18 14.962 0.012 0.005 -0.006
Si 0.003 -5.431 14.994 0.002 -0.004 0.007
Si 2.709 -2.717 14.971 0 -0.006 0.001
Si 5.419 -0.003 14.975 -0.004 0 0.006
Si 8.14 2.725 14.934 -0.004 -0.003 -0.003
Si 5.431 5.448 14.954 0 -0.005 0.001
Si 8.165 -8.173 14.951 -0.001 0.002 -0.002
Si 5.445 -5.446 14.963 0.002 0.003 -0.006
Si 8.154 -2.727 14.961 0.003 0.005 0
Si -5.438 -0.008 14.951 0.005 0.001 -0.003
Si -2.725 2.716 14.946 -0.001 0.003 -0.003
Si -5.447 5.448 14.955 0 -0.003 0.003
Si -2.719 8.173 14.956 -0.005 -0.007 -0.002
Si -5.433 -5.438 14.956 0.006 0.004 0.002
Si -2.697 -2.745 14.96 -0.002 0.007 0.001
O -4.529 4.51 -1.253 0.157 0.109 -0.258
O -1.515 2.386 -3.506 0.268 0.476 0.303
O 0.537 8.07 -6.567 0.182 -0.38 -0.375
O -6.52 -3.604 23.044 -0.103 -0.052 0.508
O -2.795 -4.783 -6.072 -0.473 -0.046 0.062
O 1.074 -7.153 23.085 -0.347 -0.396 -0.029
O -1.652 2.126 23.01 0.249 0.274 0.042
O -7.022 6.492 23.049 -0.612 0.063 0.196
O -5.328 -8.131 22.153 0.179 -0.153 0.137
O -6.428 6.35 -1.201 -0.185 0.301 -0.524
O -6.693 0.444 25.483 0.425 -0.403 -0.134
O 3.478 -1.959 -6.004 0.51 -0.35 -0.188
O -0.075 -5.372 -0.511 0.008 0.112 -0.283
O -5.07 -7.098 -6.968 0.541 0.166 0.247
O 6.418 -6.384 -1.221 -0.12 0.076 -0.061
O -4.679 3.514 22.72 -0.417 -0.291 -0.109
O -5.372 -0.055 -0.337 -0.013 -0.12 -0.528
O 5.418 2.694 22.165 -0.08 0.015 0.335
O -0.87 6.811 23.122 0.153 0.143 0.161
O 4.945 -7.565 -3.061 -0.266 0.215 -0.234
O -7.282 1.256 -1.35 -0.139 0.39 0.026
O 4.835 1.628 -1.346 0.599 0.23 -0.069
O -1.934 -3.752 -1.379 0.122 -0.248 -0.64
O -1.652 -4.526 23.027 0.235 -0.147 0.516
O -3.477 -6.445 22.983 -0.078 -0.193 0.209
O 7.351 3.473 -0.831 0.364 -0.678 -0.21
O 1.671 -0.875 23.169 -0.272 -0.114 0.44
O 8.062 -2.641 -0.348 -0.149 0.182 -0.568
O -2.768 5.3 22.109 -0.001 -0.217 0.582
O 3.406 1.094 22.811 -0.332 0.244 0.093
O 2.807 -5.426 22.24 -0.189 -0.065 0.167
O -5.16 5.324 24.547 0.283 0.245 0.436
O 2.661 7.743 -3.553 0.072 0.064 -0.807
O 5.506 5.351 -0.328 -0.01 0.001 -0.351
O 1.859 3.096 25.6 0.53 0.181 -0.128
O 3.063 0.152 25.206 -0.531 -0.139 0.447
O -3.414 -1.6 -1.161 0.149 0.196 -0.129
O -0.572 -4.942 -4.683 0.111 0.325 0.437
O -4.032 -0.858 26.27 -0.342 -0.064 -0.243
O 6.632 -2.098 22.901 0.349 -0.065 -0.098
O -1.301 5.861 -1.087 -0.308 -0.365 -0.26
O -1.036 1.041 -1.3 0.501 -0.533 -0.178
O -2.855 0.002 22.159 -0.005 0.041 0.048
O -5.541 -5.748 -3.431 -0.427 -0.222 -0.256
O 7.012 4.879 -2.961 -0.03 0.122 0.368
O -5.232 1.059 -6.132 0.043 0.506 0.003
O -4.684 -1.69 23.027 -0.113 0.158 0.404
O -1.437 -1.206 26.017 0.218 -0.21 -0.748
O 5.82 4.288 -5.2 0.209 -0.069 -0.14
O -3.194 3.505 24.818 0.23 0.322 0.509
O -4.212 -6.559 -1.407 -0.068 0.11 -0.14
O 4.325 7.374 23.086 -0.376 -0.016 0.183
O -6.175 -4.812 -6.192 0.096 -0.14 0.167
O 4.652 -3.821 23.233 0.288 -0.276 0.653
O 0.515 0.688 -3.413 0.323 0.329 -0.134
O -2.658 -1.196 -5.816 0.42 0.425 -0.422
O -4.381 -0.343 -4.034 -0.436 -0.278 0.234
O -1.632 -7.067 -5.658 -0.654 -0.291 -0.259
O -1.352 6.788 -5.163 -0.301 0.124 -0.454
O 4.765 6.135 -3.605 -0.159 -0.312 0.203
O -4.394 -8.112 -3.548 0.492 -0.129 -0.307
O 4.246 -1.288 23.385 -0.087 0.104 -0.568
O 2.695 5.463 22.237 -0.228 -0.128 0.132
O -2.41 -5.589 25.248 0.386 0.44 -0.047
O -0.221 5.187 -3.418 0.383 -0.172 -0.101
O -2.701 7.991 -0.379 0.127 -0.076 -0.35
O -2.091 2.534 -6.075 -0.283 -0.351 -0.414
O -6.925 -4.42 -1.578 -0.391 -0.255 -0.575
O 7.885 -0.405 -3.109 0.58 -0.322 -0.27
O 2.675 -7.31 25.219 0.004 0.294 -0.026
O -6.288 -3.34 -4.005 -0.304 0.419 0.099
O -4.843 6.875 -5.764 0.583 -0.195 0.126
O 2.921 0.651 -2.662 -0.047 0.369 0.28
O 2.019 -1.503 -3.84 -0.004 0.174 -0.293
O 4.482 2.402 -3.92 -0.303 0.458 0.012
O -6.926 7.428 -7.314 -0.167 -0.534 -0.138
O -5.718 -2.59 25.307 -0.421 -0.067 0.219
O 2.082 0.068 -6.938 -0.254 -0.009 0.37
O 5.86 -5.128 -3.465 0.385 0.196 -0.797
O -6.758 1.655 23.112 0.232 0.062 0.073
O -6.889 4.011 -2.338 -0.011 -0.128 -0.392
O 1.081 3.529 23.102 0.005 -0.445 -0.05
O 0.49 2.176 -6.628 0.154 0.008 0.678
O 7.878 2.289 25.099 -0.081 0.123 -0.094
O -0.008 -2.675 22.232 -0.144 -0.116 0.387
O 3.854 7.112 -1.315 -0.06 -0.068 -0.062
O -8.148 8.138 -0.384 -0.036 0.178 -0.359
O 7.481 -0.689 26.441 -0.06 -0.012 0.085
O 5.286 1.662 25.46 0.082 0.081 -0.701
O -4.524 -3.79 -2.009 -0.002 -0.005 0.677
O -6.449 1.183 -3.843 -0.054 -0.02 -0.285
O 5.322 -0.029 -3.383 0.164 -0.22 -0.68
O 1.192 -5.761 -6.616 0.335 -0.067 0.295
O 5.958 1.693 -5.998 0.272 0.035 0.02
O 6.156 4.186 25.416 -0.613 0.361 0.233
O -6.352 7.496 25.412 -0.484 0.272 0.063
O 0.878 6.954 -1.831 0.11 0.051 0.547
O 4.669 -4.006 -1.469 0.223 -0.13 -0.122
O -5.776 2.871 25.098 0.041 0.001 0.65
O -0.366 4.503 -5.91 0.503 0.327 -0.159
O 0.618 -5.74 25.251 -0.37 0.182 -0.366
O -7.465 -2.507 -6.21 -0.434 -0.332 0.18
O -0.536 -3.853 -7.051 0.35 0.222 -0.421
O 6.403 -7.314 23.161 -0.165 -0.082 0.345
O 5.708 -2.4 25.322 0.086 -0.378 0.211
O 5.126 -7.905 25.436 0.332 -0.163 0.16
O 1.139 -0.899 -1.439 -0.305 0.232 0.112
O 1.56 -6.939 -1.715 0.518 0.093 -0.1
O -0.019 -3.376 26.043 0.1 0.084 -0.534
O 0.219 -7.816 -3.917 -0.186 0.171 -0.059
O -4.866 -2.529 -6.108 0.055 -0.056 -0.135
O -2.89 -2.542 -3.564 0.064 -0.485 -0.44
O 0.92 4.399 -1.237 -0.166 -0.394 -0.265
O -0.654 3.044 25.141 0.012 -0.023 0.483
O 7.467 -7.286 -3.439 0.514 0.116 0.181
O 7.229 4.396 23.017 0.372 0.038 0.049
O 2.742 -2.661 -0.427 -0.049 -0.025 -0.368
O 8.126 -5.466 22.268 -0.021 0.138 0.415
O -1.852 -0.206 -3.484 0.371 -0.368 0.039
O -4.545 -6.917 25.921 -0.282 0.144 -0.718
O -2.489 1.043 25.227 -0.519 -0.073 -0.024
O -4.082 -4.071 23.901 0.13 -0.238 0.324
O 0.568 5.355 24.868 0.21 0.145 0.156
O -5.263 5.736 -3.451 0.219 -0.185 -0.569
O 7.674 -7.474 -5.991 -0.403 0.473 0.067
O -2.762 2.779 -0.38 0.143 0.205 -0.333
O -4.057 2.306 -4.22 -0.3 0.538 0.076
O 6.503 6.583 24.264 -0.032 0.121 0.345
O 7.065 -0.665 -6.459 -0.06 -0.169 0.345
O 6.248 -0.911 -1.102 -0.313 0.591 -0.186
O 0.297 7.935 25.201 0.004 0.049 0.89
O -2.9 -5.908 -3.632 0.172 0.124 0.205
O 2.738 2.787 -0.345 -0.004 0.015 -0.446
O 8.117 -0.129 22.053 -0.081 -0.091 0.175
O 7.02 6.685 -4.789 0.228 0.103 -0.603
O 3.797 -3.486 -3.907 -0.173 -0.214 -0.094
O -6.881 7.648 -4.311 -0.085 0.325 -0.042
O -1.753 6.399 25.544 -0.376 -0.483 -0.385
O -7.765 5.251 25.146 0.015 -0.556 0.429
O -2.569 4.537 -4.462 -0.449 0.259 0.313
O 3.831 3.114 -6.422 -0.602 -0.144 0.423
O 6.158 -2.527 -3.171 0.408 -0.058 -0.508
O 1.543 -3.552 -5.326 -0.027 0.097 -0.147
O 7.612 2.29 -3.176 -0.319 0.097 -0.728

Results
total energy: -101659.244 eV
total energy less fixed offsets of O -438.25, Si -107.07 eV per atom: -6.044 eV
